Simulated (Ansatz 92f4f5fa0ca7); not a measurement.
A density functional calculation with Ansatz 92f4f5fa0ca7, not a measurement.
Periodic cell of 357 atoms, Si241O116, from a study of silicon, its oxide and their interface. The atomic structure is a simulated model.
Doubt: the cutoff is far below the 930 eV that the study's wrapper takes by default for these files, so forces and energies are approximate.
This geometry differs little from another in the collection (a relaxation step or a small displacement).

Settings: functional PBE; potential files Ansatz PAW; basis plane waves; wave-function cutoff 580 eV; density cutoff ratio 5; exchange-correlation grid ratio 1; k mesh 1 x 1 x 1, Gamma-centred; self-consistency stop 5e-08 eV per atom in the density residual; occupations fixed; spin none; net charge 0.

Cell vectors (angstrom)
a  11.6015  0  0
b  0  13.3963  0
c  0  0  40.7946

Atoms and the computed forces on them: element, x, y, z (angstrom), force x, y, z (eV/angstrom)
Si  0  2.2327  1.1851  -0.0078  0.0032  -0.0152
Si  3.8672  2.2327  1.1851  -0.0183  -0.0767  0.0286
Si  7.7343  2.2327  1.1851  -0.006  -0.0641  -0.0427
Si  1.9336  5.5818  1.1851  -0.0437  0.0344  -0.0603
Si  5.8008  5.5818  1.1851  0.089  0.0439  0.0843
Si  9.6679  5.5818  1.1851  0.0338  -0.0183  0.021
Si  0  8.9308  1.1851  -0.0088  0.0779  0.0315
Si  3.8672  8.9308  1.1851  -0.0153  0.0414  -0.0346
Si  7.7343  8.9308  1.1851  0.0239  0.0319  0.0455
Si  1.9336  12.2799  1.1851  -0.0205  0.0097  0.0167
Si  5.8008  12.2799  1.1851  -0.0046  -0.0152  -0.0171
Si  9.6679  12.2799  1.1851  0.0301  -0.0213  -0.02
Si  1.9336  1.1164  1.9745  0.0547  0.0408  -0.001
Si  5.8008  1.1164  1.9745  0.1188  0.0782  -0.0031
Si  9.6679  1.1164  1.9745  -0.0577  0.0248  -0.0008
Si  0  4.4654  1.9745  0.0708  0.0301  0.0067
Si  3.8672  4.4654  1.9745  -0.2064  -0.0031  -0.0795
Si  7.7343  4.4654  1.9745  -0.0769  0.0289  -0.0295
Si  1.9336  7.8145  1.9745  0.1726  -0.12  -0.0157
Si  5.8008  7.8145  1.9745  -0.1079  -0.047  -0.0255
Si  9.6679  7.8145  1.9745  -0.0218  0.0142  -0.0189
Si  0  11.1635  1.9745  -0.0734  -0.0212  0.0217
Si  3.8672  11.1635  1.9745  0.1142  -0.0449  -0.0213
Si  7.7343  11.1635  1.9745  -0.0603  0.0099  -0.0106
Si  1.9336  1.1164  4.3426  -0.095  -0.0486  -0.5439
Si  5.8008  1.1164  4.3426  0.317  0.1308  -0.1989
Si  9.6679  1.1164  4.3426  -0.0324  0.0977  -0.4139
Si  0  4.4654  4.3426  -0.0274  0.0242  -0.7098
Si  3.8672  4.4654  4.3426  -0.5062  0.0289  1.2051
Si  7.7343  4.4654  4.3426  -0.4401  0.1399  -0.0146
Si  1.9336  7.8145  4.3426  0.4386  -0.207  -0.0426
Si  5.8008  7.8145  4.3426  -0.1903  -0.1279  0.3942
Si  9.6679  7.8145  4.3426  -0.0594  0.038  0.2085
Si  0  11.1635  4.3426  -0.2602  -0.1337  -0.4761
Si  3.8672  11.1635  4.3426  0.3044  -0.0894  -0.3337
Si  7.7343  11.1635  4.3426  -0.1248  0.0101  0.0415
Si  0  0  36.454  -0.1657  0.0258  -0.0522
Si  3.8672  0  36.454  -0.2479  -0.1086  0.1758
Si  7.7343  0  36.454  0.3678  -0.2217  -0.1504
Si  1.9336  3.3491  36.454  0.0162  0.1235  0.3944
Si  5.8008  3.3491  36.454  0.0029  -0.0461  0.2501
Si  9.6679  3.3491  36.454  -0.1898  -0.2013  0.04
Si  0  6.6981  36.454  -0.0161  0.4475  0.1723
Si  3.8672  6.6981  36.454  0.0401  0.2442  0.0036
Si  7.7343  6.6981  36.454  -0.0908  0.1145  -0.1202
Si  1.9336  10.0472  36.454  0.1219  0.0809  -0.0125
Si  5.8008  10.0472  36.454  0.1825  0.0055  -0.245
Si  9.6679  10.0472  36.454  0.1197  0.0102  -0.3579
Si  0  0  38.8222  -0.0856  -0.0037  0.0181
Si  3.8672  0  38.8222  -0.0873  -0.0414  0.0168
Si  7.7343  0  38.8222  0.1222  -0.0771  0.0036
Si  1.9336  3.3491  38.8222  0.0085  0.0522  0.002
Si  5.8008  3.3491  38.8222  0.0139  -0.0393  -0.009
Si  9.6679  3.3491  38.8222  -0.0719  -0.1131  -0.0011
Si  0  6.6981  38.8222  0.0033  0.1669  0.0099
Si  3.8672  6.6981  38.8222  0.0029  0.1063  -0.0098
Si  7.7343  6.6981  38.8222  -0.0034  0.0514  0.0228
Si  1.9336  10.0472  38.8222  0.0343  0.0388  0.0024
Si  5.8008  10.0472  38.8222  0.0434  0.0047  0.0008
Si  9.6679  10.0472  38.8222  0.045  0.0359  0.0364
Si  0  2.2327  39.6116  0.0089  0.0032  0.0059
Si  3.8672  2.2327  39.6116  0.0191  0.054  0.0017
Si  7.7343  2.2327  39.6116  0.0065  0.0645  0.0189
Si  1.9336  5.5818  39.6116  0.0316  -0.0399  0.0057
Si  5.8008  5.5818  39.6116  -0.0627  -0.0257  -0.0483
Si  9.6679  5.5818  39.6116  -0.0126  0.015  -0.0513
Si  0  8.9308  39.6116  0.0165  -0.0706  0.0139
Si  3.8672  8.9308  39.6116  -0.0021  -0.027  0.015
Si  7.7343  8.9308  39.6116  -0.0335  -0.0214  -0.0331
Si  1.9336  12.2799  39.6116  0.0247  -0.0186  0.0139
Si  5.8008  12.2799  39.6116  0.0046  0.0087  -0.0432
Si  9.6679  12.2799  39.6116  -0.0211  0.0219  0.0357
Si  5.736  -4.134  21.3906  -0.0767  -0.0663  0.0226
Si  3.8737  2.2817  32.7373  -0.0221  0.0566  0.007
Si  12.2891  -6.4033  24.407  0.0327  0.0396  -0.0538
Si  1.785  7.7627  29.3379  -0.0131  -0.0192  0.0489
Si  7.6416  8.2617  19.1401  0.0004  -0.0082  0.0063
Si  6.1028  -1.4241  30.023  0.0652  -0.0331  -0.0077
Si  5.5096  7.5977  29.126  -0.0161  -0.0404  0
Si  7.6104  3.0733  24.217  0.0069  -0.0084  0.0307
Si  9.6218  7.664  23.1259  0.017  0.017  -0.0211
Si  0.2764  5.068  19.8852  0.0198  0.0145  0.0134
Si  3.728  9.0574  29.9773  -0.0247  0.0121  0.0174
Si  9.919  13.5359  27.709  0.0013  -0.0732  0.0187
Si  3.8629  -4.3727  32.3997  0.0475  0.0103  -0.0094
Si  -0.0384  3.6456  30.3839  0.0022  0.1048  -0.0773
Si  7.6343  -3.6322  23.5508  -0.0068  -0.048  -0.0077
Si  6.7106  2.1606  30.4406  -0.0373  0.1024  0.078
Si  9.5862  5.5509  32.5211  0.098  0.0532  -0.0182
Si  12.0957  1.8119  29.038  -0.0783  -0.1629  -0.0161
Si  -1.7989  7.2112  29.3719  0.0797  0.0145  0.0445
Si  -1.1266  15.1532  24.9679  0.0088  -0.0002  0.0233
Si  2.7645  13.3381  30.3327  0.068  -0.0865  0.0418
Si  -1.0112  5.8472  26.8213  -0.002  -0.0058  -0.0376
Si  2.7645  11.5771  23.3795  0.0393  -0.0144  -0.0218
Si  9.5241  18.3544  30.1677  -0.1051  0.0303  -0.0047
Si  -0.0266  2.5036  32.5192  -0.028  -0.0956  0.0379
Si  3.6411  4.1637  27.1421  0.0492  0.0331  -0.095
Si  7.6198  2.2333  32.5984  -0.0106  -0.011  0.0039
Si  1.9213  5.6311  32.6527  0.0392  -0.015  -0.0314
Si  5.7576  5.5954  32.4786  -0.0171  0.0337  0.0792
Si  5.2984  6.8973  26.8164  -0.0096  -0.0428  -0.0162
Si  -0.0081  8.9659  32.4371  0.0226  0.0172  -0.0224
Si  2.6908  8.2886  26.3751  -0.0577  0.005  0.0089
Si  7.7343  8.8706  32.2883  0.0057  -0.0184  -0.008
Si  2.0868  12.4981  32.5017  0.0009  -0.0274  -0.0214
Si  5.9168  12.2951  32.4202  -0.0165  -0.0075  0.0204
Si  10.0864  11.1283  29.4396  -0.1316  -0.1304  0.0313
Si  1.8544  1.2765  33.3757  0.0617  -0.039  -0.0679
Si  5.7706  1.0732  33.4407  0.0252  -0.0267  -0.1255
Si  9.6796  1.185  33.1578  -0.0084  -0.0442  0.0035
Si  -0.045  4.6079  33.4794  -0.0207  0.0282  -0.0795
Si  3.87  4.5282  33.3975  0.0212  -0.0246  -0.0027
Si  7.6705  4.4822  33.3387  -0.0232  -0.0284  -0.0125
Si  1.9539  7.8942  33.2674  -0.05  0.013  -0.0302
Si  5.7899  7.8591  33.2115  -0.0172  0.0033  0.0164
Si  9.6462  7.8323  33.229  -0.0111  -0.0226  -0.0259
Si  0.1485  11.2163  33.2491  0.009  0.0389  0.0179
Si  3.955  11.2394  33.259  0.0229  0.0335  0.0094
Si  7.8351  11.1357  33.1614  0.0927  0.0794  -0.0035
Si  1.9159  1.137  35.705  -0.0057  0.0023  0.0408
Si  5.8006  1.0883  35.7499  -0.0128  0.0454  0.0361
Si  9.6704  1.1159  35.5902  0.0004  0.0225  0.012
Si  -0.0117  4.4896  35.7747  0.0168  -0.071  0.0247
Si  3.871  4.4751  35.7222  -0.0105  -0.0018  -0.0046
Si  7.7249  4.4669  35.6854  -0.0057  0.0083  0.025
Si  1.935  7.8304  35.6475  0.004  -0.0232  0.0106
Si  5.8002  7.8186  35.621  -0.0091  0.0011  -0.0253
Si  9.6621  7.8115  35.6295  -0.0158  -0.0004  -0.0059
Si  0.0266  11.1731  35.6404  -0.0045  -0.0358  -0.0164
Si  3.8818  11.1669  35.6447  -0.0224  -0.0161  -0.02
Si  7.7503  11.1522  35.5961  -0.0327  -0.0387  -0.0068
Si  -0.001  -0.0112  5.0264  0.0344  -0.0096  0.0131
Si  3.8849  0.0007  5.0386  -0.0081  0.0156  -0.0675
Si  7.7505  0.0035  5.128  -0.0035  -0.0193  0.031
Si  1.802  3.2726  5.2343  0.0415  0.0265  0.066
Si  5.7907  3.343  5.16  -0.0057  0.0071  0.0116
Si  9.6621  3.3761  5.039  0.0202  0.0025  0.0044
Si  0.0211  6.6972  5.0828  -0.0072  -0.0067  -0.0089
Si  3.8716  6.7015  5.2977  -0.0191  -0.0025  0.015
Si  7.7299  6.7034  5.1593  0.011  0.004  0.0212
Si  1.9342  10.0531  5.0149  -0.0036  -0.0117  0.0064
Si  5.7962  10.0335  5.174  0.029  0.0279  -0.0278
Si  9.6609  10.0647  5.1317  0.0063  -0.0139  -0.0133
Si  0.1134  0.2132  7.3254  -0.1639  0.0626  0.0239
Si  3.9392  0.0059  7.3342  0.0384  0.0643  0.2111
Si  7.8405  0.0441  7.4955  0.0495  0.0268  0.0024
Si  0.5455  2.5931  7.3358  0.0775  -0.0001  0.006
Si  5.8843  3.3449  7.5478  -0.021  -0.0463  0.0623
Si  9.9072  3.4778  7.3416  -0.1068  -0.1172  0.052
Si  0.0975  6.7333  7.4125  0.0315  -0.0519  0.0153
Si  3.8775  6.7532  7.861  -0.0311  -0.0291  0.0221
Si  7.7551  6.7328  7.5502  -0.0487  0.0299  0.0282
Si  1.9052  10.1168  7.309  0.0621  0.0013  0.0028
Si  5.7954  10.0485  7.5699  0.036  -0.0216  0.0957
Si  9.6742  10.1776  7.4951  -0.0292  0.0333  0.0634
Si  1.9727  3.2846  9.0669  0.0026  0.003  -0.0262
Si  4.0649  2.0242  8.5584  -0.0105  0.0094  -0.0624
Si  10.0067  -0.8356  10.7691  0.0348  -0.103  0.0274
Si  1.8646  5.7666  8.7703  0.0501  -0.0344  -0.0696
Si  5.9177  5.5143  8.5456  -0.0065  0.0199  -0.0262
Si  10.2341  5.7851  10.4756  -0.0577  -0.1408  0.1852
Si  0.0068  9.0147  8.0954  -0.0374  -0.0372  -0.0016
Si  0.4284  9.1198  10.3966  -0.007  0.0132  0.1262
Si  7.794  8.986  8.398  -0.021  -0.0305  -0.0871
Si  1.9509  12.3766  7.9999  0.1056  -0.0659  0.0119
Si  5.911  12.2897  8.2367  -0.0976  0.0003  -0.0216
Si  9.8401  12.4652  8.3368  0.0126  0.0057  -0.0633
Si  0.185  2.403  15.2412  0.0051  0.0211  -0.0045
Si  8.0709  2.6065  10.5247  0.0159  0.0157  0.0066
Si  7.9639  2.3009  8.1861  0.0503  0.0638  -0.0349
Si  2.3745  -0.9068  10.286  -0.0059  -0.0246  0.0495
Si  3.8327  9.3521  12.2486  0.1627  -0.1179  0.3791
Si  6.1085  -1.0236  10.6145  0.0383  -0.025  0.0474
Si  1.4368  4.2553  13.5435  0.0113  0.0201  -0.0057
Si  3.7379  9.1368  8.4362  -0.0146  0.037  0.0272
Si  7.1975  10.6804  14.8143  0.0042  -0.0348  0.0104
Si  1.4145  13.4521  13.695  -0.0211  -0.0341  -0.026
Si  10.2012  10.3399  14.8341  0.0587  -0.0433  -0.0538
Si  12.4265  6.7764  10.7025  0.018  0.0678  -0.0507
Si  -1.9051  2.0967  17.1051  0.0217  0.0003  0.0195
Si  6.0068  6.349  15.4843  0.025  0.0436  -0.0126
Si  6.128  -3.3015  11.8288  -0.0496  -0.091  -0.0367
Si  2.0422  6.9086  12.7121  0.0329  0.0242  0.1526
Si  -1.8363  5.6825  8.1717  0.0151  0.0394  -0.0694
Si  7.949  0.2736  11.4353  0.0024  0.0254  -0.0467
Si  -1.5078  10.2279  11.547  0.0303  0.0409  -0.0427
Si  10.1584  3.5157  11.1376  0.093  0.0039  0.0382
Si  7.4586  2.6981  15.3248  0.015  0.0528  0.0045
Si  -4.8004  4.8203  10.7855  0.0578  -0.0031  0.0032
Si  8.012  8.9405  10.8093  0.0284  0.0121  0.1393
Si  4.2236  5.0882  17.5644  0.0047  0.0094  0.0145
O  4.9516  -25.0732  18.5381  0.0084  -0.0115  -0.0146
O  14.3665  -16.9084  26.6376  0.0367  -0.0145  -0.0403
O  19.5072  14.7743  14.5166  -0.01  -0.0222  -0.009
O  5.1552  -0.7812  17.7728  -0.0072  0.0065  -0.0009
O  0.5907  14.2602  14.8748  0.0043  0.0089  0.0065
O  1.2088  2.2669  27.6274  -0.0463  0.0693  0.0763
O  2.0766  -19.2576  27.6981  0.0213  0.0107  -0.0284
O  2.5149  -3.4269  23.0905  0.0121  0.059  0.0246
O  -7.7038  30.3779  17.0296  0.0076  -0.015  0.0027
O  -8.7025  0.7452  13.6642  0.038  0.0131  -0.0018
O  8.837  0.8243  20.9046  0.0082  -0.0133  0.0059
O  1.6297  -7.3623  23.4764  -0.0172  -0.0295  0.0227
O  -17.0189  -3.0612  16.0417  0.0295  0.0306  -0.0144
O  9.5059  0.5449  16.6112  -0.0027  -0.0047  -0.0054
O  20.2417  -3.3819  15.1811  -0.0239  0.0137  0.0288
O  -15.5939  6.3257  15.0836  -0.0221  -0.0248  -0.0705
O  7.3643  12.2833  14.6134  -0.0114  0.003  -0.0137
O  12.9958  27.358  29.6249  -0.0521  0.1193  -0.0109
O  10.6077  1.2173  28.7104  0.0978  0.099  0.0397
O  -0.4383  -17.6417  15.4046  -0.0015  0.025  0.036
O  -12.6844  12.0264  28.0844  0.014  0.0809  -0.0623
O  16.1529  18.8501  26.7451  -0.0175  -0.0132  0.0443
O  1.601  3.1604  12.3431  0.0059  0.02  0.0318
O  7.3766  -1.1774  25.1905  0.0145  -0.0161  -0.0513
Si  4.2205  2.0215  30.4522  0.0188  -0.161  0.0272
Si  7.1578  0.2079  13.6752  0.013  0.0157  0.0241
Si  12.3801  16.9274  26.6832  0.004  -0.039  -0.0233
Si  4.7895  2.2527  17.0032  -0.002  0.0304  0.017
Si  -5.9769  -4.4008  16.7796  -0.0204  -0.0427  -0.007
Si  1.6969  -8.0306  30.3294  0.0552  -0.0086  -0.0225
Si  1.3194  -16.396  19.3752  0.0344  -0.0365  0.0018
Si  -8.026  -9.2522  29.497  -0.1551  0.0362  0.0554
Si  1.4401  -0.2046  18.6181  0.0139  -0.0307  0.0256
Si  2.6194  -3.2881  10.4539  -0.1185  0.0342  -0.2008
Si  -1.453  4.1622  13.3918  -0.0637  0.0524  -0.1723
Si  -10.1422  6.5273  17.3181  -0.0096  0.0119  -0.027
Si  6.6634  17.1562  21.2909  0.0356  -0.0063  0.01
Si  2.6412  8.866  21.845  -0.0245  -0.0465  -0.0168
Si  -2.8149  19.5248  13.907  0.1512  0.0312  0.2764
Si  6.082  15.8886  26.8246  0.0207  0.0185  0.0248
Si  11.4823  7.6358  14.8644  -0.0692  -0.0018  -0.0303
Si  -0.2487  -4.4668  30.0457  -0.0283  0.0209  -0.002
Si  -2.0025  12.9101  21.4878  0.0188  -0.0096  -0.021
Si  -6.0682  4.2093  13.5384  0.0069  0.0729  -0.0401
Si  -15.0413  1.5594  19.6352  0.0191  0.0132  -0.0074
Si  19.27  -18.4842  29.8524  -0.0033  -0.0344  0.0303
Si  4.3159  27.3269  10.4454  0.0008  0.0833  -0.0825
Si  4.2723  1.4872  13.2543  -0.0189  0.01  0.0067
Si  8.931  -7.4682  20.5245  0.0181  0.0279  0.0163
Si  -9.7586  2.3572  20.5087  -0.0195  0.0156  -0.0057
Si  7.7796  -2.8888  29.1212  0.1141  0.1955  0.058
Si  -1.7654  12.297  32.4275  -0.0107  -0.1951  -0.2588
Si  -10.8294  -10.8536  11.0221  -0.0883  -0.0612  -0.0855
Si  15.5459  12.9504  16.7121  -0.0222  -0.0161  0.0342
Si  0.6187  13.8043  22.6145  0.0107  -0.0061  0.0032
Si  0.5576  0.1428  11.4509  0.0116  0.0787  0.0116
Si  -6.1258  5.4426  30.1078  0.1191  -0.0109  -0.0667
Si  18.5385  -12.9185  28.8683  0.0479  -0.1739  -0.1451
Si  3.7764  -15.6817  26.2747  -0.0382  0.0077  0.0386
Si  -1.8616  10.7053  19.2396  0.0339  0.0005  0.009
Si  4.2967  4.4026  20.7043  -0.0311  0.0348  0.0377
Si  -6.262  -1.1359  21.6254  -0.029  -0.0109  0.0028
Si  7.6112  -1.3292  23.5466  -0.0145  0.0034  -0.0108
Si  3.8907  -1.8976  29.2472  -0.0247  0.1033  0.0991
Si  -16.267  10.8377  26.0087  -0.0083  -0.0269  0.0839
Si  10.3183  12.5719  16.967  0.0162  -0.0007  -0.0091
Si  -4.3276  -9.2985  29.294  0.0124  0.0143  0.0442
Si  2.7898  -2.4287  14.8358  -0.0173  -0.0677  0.0121
Si  -3.6066  -7.4304  25.3448  -0.006  0.0017  -0.0054
Si  8.2815  6.6186  11.5926  -0.0106  0.0086  -0.1694
Si  -9.3909  6.457  21.9903  0.0445  0.0746  -0.0084
Si  2.5435  9.4608  17.5393  -0.0424  0.0133  0.0213
Si  -5.9383  0.2923  18.9049  -0.007  -0.0046  0.0207
O  14.9226  29.855  20.6537  0.0034  0  -0.0068
O  3.5671  -21.2416  21.6704  0.0056  -0.0439  -0.0287
O  -5.9695  4.5209  11.9406  -0.0278  -0.0171  0.0703
O  -7.4122  8.81  21.3151  0.095  0.0399  0.0083
O  13.1213  1.5884  21.9229  0.0019  -0.003  -0.0002
O  -2.5421  18.8124  26.4614  0.0519  -0.004  0.0241
O  1.0394  -5.6339  13.7124  0.0308  -0.0076  -0.0688
O  -1.4756  14.0646  26.1635  -0.0027  -0.0073  0.0425
O  3.908  -1.3163  22.3394  -0.0192  -0.0173  0.0471
O  -2.1588  6.9012  21.7181  -0.0008  -0.0007  0.045
O  -3.8881  -8.3743  21.1341  0.0001  -0.0159  -0.0056
O  8.3552  0.1078  28.1225  -0.0753  0.0872  0.0855
O  1.0221  -7.303  20.9179  -0.0183  -0.03  -0.0251
O  -9.3909  4.2262  26.2927  -0.0039  -0.0165  0.0498
O  11.2529  -10.8674  16.7883  0.0033  -0.0152  -0.0053
O  5.3171  10.6688  26.0122  0.0371  -0.0081  -0.0036
O  -5.3597  15.9134  16.3625  0.0064  -0.0081  0.0094
O  7.5556  -3.8393  25.188  -0.0143  0.009  -0.0193
O  0.0018  -0.3344  17.8628  -0.0022  0.0052  -0.0014
O  -18.0289  -0.0882  20.4019  0.0107  -0.0003  -0.0036
O  -4.0895  -8.7247  24.5103  0.0101  0.0048  0.0097
O  -42.0255  -21.7093  19.1931  -0.0028  -0.0119  0.0062
O  -2.8216  6.9604  24.3269  -0.0043  0.0026  -0.0016
O  16.7603  5.5865  14.3144  0.0075  -0.0587  -0.0196
O  2.1917  -3.3792  16.0258  0.0305  0.0208  -0.0133
O  10.248  -21.711  20.0463  -0.0055  -0.0101  0.0037
O  6.6857  10.0935  13.3928  -0.0269  0.0158  -0.0468
O  11.4419  -20.661  25.4735  -0.0239  -0.0279  0.0359
O  -1.2656  -2.9832  13.1913  -0.0082  0.0048  0.0123
O  7.2833  -12.9538  18.8116  -0.01  -0.0003  0.0041
O  -13.7941  -1.7854  17.9226  0.001  -0.0077  0.0128
O  -7.3973  -4.1195  17.5702  0.0511  0.0045  -0.0115
O  1.6575  21.4459  25.1517  0.0417  0.005  0.0525
O  29.9512  -11.1148  25.3511  0.0028  -0.0067  -0.0079
O  -4.4807  -10.6881  20.118  0.0078  -0.006  0.0114
O  20.9383  2.1942  18.691  -0.0141  -0.0103  0.0106
O  0.7569  3.5321  20.1659  0.004  -0.0132  0.0039
O  9.3777  11.573  20.5828  0.0082  -0.0054  -0.0079
O  25.7169  12.8595  17.4522  0.0269  0.0049  -0.0182
O  -27.2791  -2.6075  27.5005  -0.029  -0.059  -0.0207
O  17.6165  1.0642  27.6216  0.0394  0.013  0.0209
O  -4.8633  20.1419  26.0376  0.0131  0.0097  0.0057
O  14.8253  -14.9546  24.93  -0.0061  -0.0261  -0.0285
O  -23.5079  -3.1867  19.1693  -0.0482  0.0199  -0.0066
O  27.4261  -5.5538  25.9956  0.0069  0.0236  0.0234
O  14.5549  19.338  17.0141  -0.009  0.0009  0.0046
O  -4.5902  17.1479  14.1407  0.0158  0.0007  0.0127
O  6.7689  8.413  17.7826  0.0096  0.0013  0.0059
O  -19.2509  11.9232  15.4718  0.0163  0.0173  0.0173
O  -17.5605  19.0144  16.9186  -0.0067  -0.0063  -0.0012
O  -9.0938  -7.9235  13.4121  -0.0294  0.0006  -0.0509
O  19.976  -6.5928  19.2528  -0.0022  -0.0073  0.0182
O  -33.3691  -23.3543  14.9697  -0.0123  -0.0092  0.0027
O  15.8418  -11.7118  11.6441  0.018  -0.12  -0.0562
O  28.7489  0.5397  13.6364  -0.0228  0.0228  -0.0099
O  11.3501  0.9973  23.8433  -0.0039  0  0.0043
O  -1.5827  7.1433  14.3361  -0.023  -0.0655  -0.0357
O  -16.2709  2.9681  22.7243  0.0188  -0.0049  -0.0064
O  20.6372  -4.2209  22.9531  -0.0208  -0.0327  0.0187
O  3.4515  -5.6557  12.4866  0.0211  0.1312  -0.1514
O  8.7104  -10.2731  16.2782  -0.0153  -0.018  -0.0166
O  -11.7796  4.6057  27.5104  -0.0263  -0.0022  0.0374
O  -7.8612  11.9913  27.6487  0.001  -0.0478  -0.0726
O  12.0729  6.6432  16.0222  0.0291  -0.0001  0.0424
O  5.4424  21.2707  15.5942  0.002  -0.0087  0.0066
O  -2.8247  22.8061  19.2273  0.0039  -0.001  -0.0026
O  6.3166  9.0162  22.9012  0.028  0.0469  -0.0392
O  13.0777  -27.6577  23.1445  0.0131  -0.0028  -0.0041
O  4.4555  16.4099  13.849  0.0112  -0.0395  0.0121
O  24.8079  -1.5107  14.1741  0.0202  0.0176  0.0076
O  -12.0195  13.2374  21.4953  -0.0139  -0.0067  0.0028
O  6.4091  -0.5675  22.7192  0.0365  -0.0226  0.0238
O  1.5965  11.9891  19.7239  -0.0009  0.0291  -0.0025
O  11.4498  2.9801  25.4699  0.005  0.0024  0.0145
O  -13.0853  -28.0579  30.7621  -0.0413  0.0934  0.2264
O  11.5904  18.4164  13.4119  -0.041  0.0156  0.0262
O  10.5235  2.799  14.2663  -0.0007  0.0143  0.0121
O  1.6988  -3.9353  20.6545  0.0013  0.0242  -0.0032
O  9.1326  -37.7462  24.3031  -0.011  0.0033  0.0013
O  -0.9704  -15.0539  15.5876  -0.0016  0.0097  0.0186
O  -17.3243  -2.55  20.9944  0.0051  0.0167  0.0039
O  12.2892  5.5764  18.3881  0.0079  -0.0021  0.0133
O  -19.1224  -12.3192  16.1353  0.0133  -0.0138  -0.0028
O  10.441  -19.644  27.7955  -0.0234  -0.0217  0.061
O  -28.2053  -5.0416  20.3802  -0.0071  0.0323  0.0357
O  -9.8386  -5.3524  17.83  0.0021  -0.0081  0.0043
O  3.5157  23.4815  13.6926  -0.016  0.0164  -0.0776
O  1.743  -12.1544  19.3018  0.005  0.0088  -0.0009
O  -2.5643  -0.7118  23.0152  -0.0202  -0.0145  0.0103
O  22.8133  -18.9986  23.4756  -0.0533  -0.008  -0.0004
O  18.5537  30.4228  27.6825  -0.0173  -0.0339  -0.0309
O  16.1167  -10.5034  26.591  -0.0027  -0.0162  0.0384

Results
free energy: -219167.518 eV
free energy less fixed offsets of O -568.88, Si -635.61 eV per atom: 4.572 eV

The program warned: the cutoff lies below the one the program advises for these potential files; the exchange-correlation potential is rough where the density is thin.
